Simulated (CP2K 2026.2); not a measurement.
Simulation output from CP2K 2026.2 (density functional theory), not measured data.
Periodic cell of 510 atoms, Si360O150, from a study of silicon, its oxide and their interface. The atomic structure is a simulated model.
Doubt: the forces sum to 4.34 eV/angstrom along one axis rather than to zero, so they err by at least 0.0085 eV/angstrom per atom on average; the grid cutoff is modest.

Settings: functional PBE; method Gaussian and plane waves; basis set DZVP-MOLOPT-SR-GTH; pseudopotentials GTH-PBE; grid cutoff 300 Ry, relative cutoff 40 Ry; k points Gamma only; occupations fixed; spin none; net charge 0.

Cell vectors (angstrom)
a 16.32 0 0
b 0 16.32 0
c 2.8876 5.0557 34.0129

Atoms and the computed forces on them: element, x, y, z (angstrom), force x, y, z (eV/angstrom)
Si -1.742 -0.93 -0.048 0.053 -0.091 -0.017
Si 0.771 1.999 0.375 -0.081 -0.02 0.084
Si -0.821 3.784 0.454 0.021 -0.32 0.598
Si 0.889 7.248 0.107 -0.194 0.227 0.565
Si -0.862 -7.349 0.069 0.008 -0.044 -0.028
Si 1.976 -4.657 0.21 -0.017 -0.14 0.67
Si 4.227 -1.387 0.094 -0.131 -0.023 0.648
Si 6.159 1.827 0.217 -0.029 0.054 -0.036
Si 4.431 3.55 0.105 0.095 -0.011 -0.047
Si 7.279 6.289 0.096 -0.012 -0.023 0.021
Si 3.712 10.017 0.241 -0.158 0.085 0.662
Si -9.773 -3.514 -0.339 0.435 -0.313 0.002
Si -6.3 -1.772 0.368 -0.023 0.032 0.041
Si -3.449 0.765 0.013 0.095 -0.083 0.616
Si -7.396 4.492 0.254 -0.045 0.009 -0.023
Si -4.639 6.978 -0.07 0.054 0.294 0.385
Si -6.184 -7.368 0.026 0.091 -0.268 0.605
Si -4.698 -3.554 0.135 0.044 0.104 0.608
Si -0.098 0.057 1.351 -0.044 -0.051 -0.042
Si 2.699 2.752 1.488 0.022 -0.011 -0.037
Si 0.09 5.56 1.603 0.074 0.114 -0.011
Si 2.681 8.208 1.348 0.009 0.016 -0.031
Si 0.078 -5.557 1.32 -0.009 0.038 -0.007
Si 2.744 -2.73 1.335 -0.013 -0.009 -0.046
Si 5.364 0.063 1.519 -0.01 -0.068 -0.003
Si -8.368 2.755 1.476 -0.007 -0.007 -0.006
Si 5.46 5.343 1.309 0.019 -0.025 -0.078
Si -8.036 8.078 1.297 0.054 0.009 -0.086
Si 5.556 -5.235 1.193 0.032 -0.018 -0.015
Si -8.195 -2.723 1.331 -0.09 -0.036 0.022
Si -5.262 0.008 1.41 0.069 0.113 -0.043
Si -2.691 2.647 1.307 -0.018 -0.025 -0.08
Si -5.577 5.435 1.42 0.007 -0.015 0.002
Si -2.749 8.008 1.166 -0.044 0.033 0.042
Si -5.431 -5.495 1.32 -0.068 0.018 -0.021
Si -2.77 -2.661 1.254 -0.03 0.032 -0.058
Si -1.4 1.355 2.823 0.026 -0.023 -0.08
Si 1.488 4.199 2.879 0.004 -0.052 -0.032
Si -1.475 6.795 2.781 0.015 0.053 -0.058
Si 1.37 9.503 2.82 -0.005 0.014 -0.02
Si -1.357 -4.099 2.545 -0.028 0 -0.012
Si 1.317 -1.36 2.633 0.051 0.039 -0.012
Si 3.948 1.325 2.871 0.008 0.003 -0.009
Si 6.697 4.091 2.893 -0.032 0.027 -0.056
Si 4.089 6.788 2.609 -0.006 -0.015 0.013
Si 6.856 -6.765 2.526 -0.023 0.036 -0.02
Si 4.19 -3.992 2.715 -0.006 -0.048 -0.003
Si -9.469 -1.303 2.736 -0.032 -0.021 -0.016
Si -6.796 1.38 2.628 0.01 -0.014 0.017
Si -4.119 4.023 2.627 0.029 -0.008 0.001
Si -6.803 6.819 2.848 -0.004 0.005 -0.007
Si -3.978 -6.818 2.623 -0.027 -0.085 -0.031
Si -6.902 -4.2 2.682 0.028 0.029 -0.02
Si -4.016 -1.376 2.826 0.025 -0.019 -0.059
Si -2.709 -0.01 4.193 -0.03 0.029 0.051
Si 0.023 2.759 4.093 -0.018 -0.035 0.006
Si -2.79 5.379 4.075 0.012 -0.032 0.015
Si -0.054 8.161 4.118 0.017 -0.009 -0.026
Si -2.672 -5.437 4.002 0.034 0.018 0.019
Si -0.031 -2.738 3.982 -0.001 -0.026 0.009
Si 2.618 -0.065 4.139 -0.03 -0.021 0.031
Si 5.351 2.702 4.187 -0.003 0.002 -0.03
Si 2.827 5.529 4.179 0.027 0.031 0.039
Si 5.469 -8.128 3.93 -0.022 0.023 0.008
Si 2.789 -5.402 4.051 0.023 -0.005 0.045
Si 5.491 -2.66 4.112 -0.019 -0.017 0.009
Si -8.096 0.027 4.069 -0.025 -0.004 0.01
Si -5.468 2.718 4.042 -0.011 0.017 0.013
Si -8.194 5.456 4.163 0.022 0.021 -0.014
Si -5.374 8.199 4.07 0.007 0.016 -0.012
Si -8.197 -5.507 4.079 -0.007 -0.023 0.035
Si -5.485 -2.783 4.02 -0.002 0.011 -0.021
Si -1.33 -1.401 5.454 0.032 -0.001 0.017
Si 1.319 1.359 5.475 0.025 0 -0.004
Si -1.376 4.081 5.444 -0.011 -0.009 0.002
Si 1.352 6.828 5.464 0.014 0.011 0.005
Si -1.364 9.556 5.448 0.001 0.013 0.019
Si 1.368 -4.059 5.381 -0.017 0.02 -0.022
Si 4.068 -1.364 5.463 -0.005 0.007 0.007
Si 6.809 1.35 5.441 0.026 -0.007 0.007
Si 4.084 4.107 5.545 -0.033 0.009 0.035
Si -9.55 6.86 5.431 -0.023 0.029 -0.011
Si 4.119 -6.803 5.383 0.007 -0.015 -0.012
Si -9.514 -4.092 5.436 0.004 -0.01 0.002
Si -6.783 -1.385 5.419 -0.006 0.013 0.002
Si -4.117 1.369 5.454 -0.022 -0.002 0.003
Si -6.803 4.073 5.449 0.037 -0.029 0
Si -4.087 6.79 5.44 -0.003 0.005 0.005
Si -6.78 -6.806 5.432 0.006 -0.013 0.005
Si -4.082 -4.11 5.377 -0.015 -0.04 -0.021
Si -0.01 -0.016 6.829 -0.012 0.007 0.001
Si 2.695 2.719 6.83 -0.008 0.02 0.011
Si -0.006 5.442 6.804 0.009 -0.007 0
Si 2.733 -8.124 6.786 -0.013 0.016 -0.002
Si 0.018 -5.411 6.78 0.001 -0.017 -0.003
Si 2.705 -2.727 6.8 0.019 -0.005 0
Si 5.441 0.001 6.804 0.002 -0.003 -0.003
Si -8.159 2.712 6.807 -0.014 0.016 0.011
Si -10.862 5.484 6.838 0.002 -0.015 0.013
Si -8.153 -8.15 6.797 0.01 -0.003 0.007
Si -10.878 -5.448 6.789 0.009 0.011 0.008
Si 8.168 -2.728 6.789 -0.008 -0.015 0.004
Si -5.449 -0.018 6.803 -0.002 -0.006 0.005
Si -2.735 2.721 6.805 0.012 -0.016 0.008
Si -5.446 5.44 6.806 -0.013 0.015 0
Si -2.72 8.163 6.787 0.011 -0.011 -0.009
Si -5.429 -5.44 6.785 -0.01 0.009 -0.003
Si -2.729 -2.753 6.771 -0.005 0.019 -0.009
Si -1.329 1.366 13.588 -0.007 0.005 -0.018
Si 1.363 4.091 13.631 -0.008 0.017 0.003
Si -1.349 6.8 13.627 0.013 -0.013 -0.003
Si 1.352 -6.796 13.586 -0.004 0.001 -0.026
Si -1.363 -4.064 13.597 -0.01 -0.019 -0.003
Si 1.356 -1.343 13.64 0.022 -0.002 -0.001
Si 4.074 1.388 13.608 0.021 0.012 0.007
Si -9.514 4.069 13.614 -0.006 -0.004 0.002
Si 4.051 -9.533 13.575 -0.014 0.03 -0.005
Si -9.533 -6.802 13.552 -0.006 -0.025 -0.008
Si 4.043 -4.072 13.576 -0.02 0.032 -0.008
Si 6.813 -1.359 13.587 -0.004 0.003 -0.009
Si -6.789 1.352 13.59 0.005 -0.01 -0.01
Si -4.064 4.071 13.587 0.008 -0.005 -0.009
Si -6.786 6.78 13.613 -0.001 -0.003 -0.01
Si -4.087 9.506 13.621 -0.01 0.027 0.003
Si -6.807 -4.105 13.574 0.025 -0.005 -0.007
Si -4.073 -1.345 13.6 -0.017 0.02 -0.009
Si -2.662 0.001 14.948 -0.006 0 -0.015
Si -0.015 2.736 14.986 0.017 -0.033 -0.022
Si -2.73 5.432 14.964 -0.013 0.027 -0.014
Si 0.022 8.173 14.976 0.022 0.052 -0.001
Si -2.71 -5.438 14.95 0.003 0.014 -0.008
Si -0.036 -2.698 14.988 -0.002 0.016 0.015
Si 2.697 0.072 14.987 -0.052 -0.01 0
Si 5.444 2.721 14.993 -0.041 -0.013 0.003
Si 2.737 5.441 14.996 0.008 -0.024 0.03
Si 5.408 -8.151 14.884 -0.016 0.004 0.003
Si 2.696 -5.436 14.949 -0.003 -0.029 -0.008
Si 5.403 -2.704 14.906 -0.015 -0.031 -0.021
Si -8.143 -0.005 14.951 0.011 -0.014 0.031
Si -5.401 2.693 14.935 -0.036 -0.001 0.018
Si -8.135 5.408 14.975 0.031 0.011 0.02
Si -5.428 8.122 14.998 0.032 -0.031 0.003
Si -8.211 -5.439 14.924 0.046 0.013 0.028
Si -5.447 -2.734 14.913 -0.019 -0.004 -0.001
Si -1.326 -1.287 16.408 0 -0.033 -0.018
Si 1.316 1.405 16.4 0.02 0.005 -0.011
Si -1.375 4.103 16.331 0.009 0.032 0.031
Si 1.444 6.876 16.345 -0.003 -0.007 0.03
Si -1.423 -6.858 16.322 -0.032 -0.003 -0.036
Si 1.267 -4.139 16.298 -0.034 0.001 0.015
Si 4.109 -1.291 16.261 0.025 0.02 0.035
Si -9.469 1.372 16.326 0.007 -0.007 -0.006
Si 4.064 4.045 16.386 0.028 0.011 -0.018
Si -9.608 6.766 16.216 -0.011 -0.006 0.018
Si 4.118 -6.763 16.279 -0.004 0.038 -0.018
Si -9.62 -4.099 16.273 -0.029 -0.001 -0.037
Si -6.843 -1.443 16.287 0.014 -0.021 0.007
Si -4.023 1.337 16.285 0.017 -0.017 0.016
Si -6.72 4.041 16.323 0.039 -0.023 -0.052
Si -4.066 6.74 16.396 -0.023 0.039 0.013
Si -6.841 9.517 16.256 -0.023 -0.019 0.025
Si -3.999 -3.986 16.271 0.054 0.031 -0.029
Si -0.022 0.098 17.852 -0.049 -0.006 -0.002
Si 2.653 2.751 17.789 -0.007 0.012 0.004
Si 0.01 5.528 17.607 -0.027 0.015 0.002
Si 2.898 8.211 17.714 0.073 -0.019 0.052
Si -0.111 -5.528 17.699 0.019 0.042 0.036
Si 2.657 -2.666 17.459 -0.047 -0.043 0.039
Si 5.491 0.035 17.689 -0.017 -0.035 0.053
Si -8.021 2.651 17.685 -0.055 0.031 0.036
Si 5.483 5.383 17.696 0.062 -0.004 0.03
Si -8.294 8.14 17.544 0.041 0.044 0.01
Si 5.395 -5.421 17.735 0.003 -0.039 -0.015
Si -8.337 -2.736 17.628 0.036 0.072 0.076
Si -5.313 -0.182 17.533 0.081 -0.015 0.021
Si -2.747 2.745 17.703 -0.029 -0.025 0.02
Si -5.41 5.365 17.782 -0.015 -0.009 0.008
Si -2.704 -8.231 17.776 0.047 0.023 -0.014
Si -5.414 -5.363 17.465 0.045 -0.109 0.022
Si -2.682 -2.647 17.767 -0.087 -0.01 0.012
Si -1.391 1.551 19.211 0.034 -0.018 0.033
Si 1.34 4.291 19.056 0.046 -0.002 0.008
Si -1.251 6.764 19.18 -0.075 0.008 0.035
Si 0.645 7.689 20.374 0.176 -0.219 -0.439
Si -1.366 -4.039 19.103 0.018 -0.054 0.02
Si 1.425 -1.379 18.986 0.046 0.028 0.024
Si 4.06 1.326 19.036 -0.01 0.064 0.117
Si -9.166 4.249 18.981 -0.142 -0.037 -0.687
Si 4.296 6.816 19.143 -0.022 0.02 0.072
Si -9.525 9.507 19.07 0.06 -0.025 0.105
Si 3.937 -3.961 18.894 0.03 0.011 0.029
Si 6.725 -1.363 19.173 -0.007 0.034 0.01
Si -6.607 1.151 18.843 -0.048 -0.01 -0.101
Si -4.062 3.995 19.241 -0.036 -0.013 0.031
Si -7.103 6.597 18.851 0.372 0.339 -0.148
Si -4.348 -6.924 18.841 -0.164 -0.304 -0.5
Si -6.869 -4.112 18.78 0.06 0.015 0.004
Si -3.948 -1.238 19.192 0.276 0.191 -0.375
Si -3.102 0.545 20.53 -0.131 0.039 0.087
Si -0.455 3.431 20.346 -0.009 0.017 0.015
Si -3.211 5.928 22.569 0.304 -0.202 -0.522
Si 1.383 -6.828 18.995 -0.009 -0.051 -0.021
Si -2.472 -5.291 20.758 0.2 0.57 -0.4
Si 0.49 -3.142 20.199 0.127 -0.082 -0.548
Si 3.143 -0.481 20.306 0.005 0.015 -0.075
Si 3.263 4.685 22.172 -0.097 0.544 -0.422
Si -0.382 -6.724 22.378 0.158 -0.056 -0.063
Si 5.935 7.928 20.598 -0.1 -0.013 -0.777
Si 2.145 -4.884 20.077 -0.041 0.022 -0.045
Si 4.842 -2.334 20.311 -0.116 0.331 -0.515
Si -7.649 -0.463 20.227 -0.008 -0.358 -0.46
Si -5.048 2.078 20.364 0.128 -0.008 0.046
Si -7.702 4.044 23.679 0.032 -0.008 -0.072
Si -6.17 -7.865 19.969 -0.07 0.08 -0.118
Si -7.602 -5.939 20.041 -0.056 -0.311 -0.602
Si -6.333 -2.542 20.441 -0.511 -0.084 0.09
Si -6.866 -4.051 22.207 0.057 0.281 -0.559
Si 0.341 6.552 -7.334 -0.01 0.027 -0.014
Si 0.643 3.058 22.346 -0.264 0.065 -0.637
Si 2.449 5.975 20.355 -0.019 -0.059 -0.013
Si -2.286 5.052 20.503 -0.018 0.008 0.05
Si 0.104 -1.824 23.069 -0.038 0.023 -0.151
Si 2.244 0.314 22.345 0.337 -0.209 -0.596
Si -0.19 1.465 -6.919 0.182 0.004 -0.117
Si -10.483 -1.775 24.54 -0.025 -0.025 -0.12
Si 4.465 5.15 25.013 0.027 0.118 -0.042
Si 4.381 -7.026 22.982 0.176 0.102 0.089
Si 4.679 -4.053 22.979 -0.138 -0.049 -0.207
Si -7.55 -2.45 24.454 -0.104 -0.01 0.018
Si -2.618 -0.067 22.841 -0.106 0.124 -0.663
Si -9.531 7.277 25.633 0.444 -0.087 0.308
Si -8.013 0.303 -6.438 -0.04 -0.042 0
Si -5.441 -8.173 22.114 -0.226 0.204 -0.577
Si -4.234 -5.399 23.192 0.004 -0.111 -0.159
Si -7.597 -6.643 -2.571 0.011 0.039 0.008
Si 2.249 6.555 -2.654 -0.006 -0.051 0.157
Si -7.088 -1.103 -1.665 0.256 -0.077 0.542
Si -9.219 4.779 -6.435 0.042 0 0.037
Si -7.329 -4.671 -7.075 -0.071 0.024 -0.086
Si -0.65 -5.575 -6.472 -0.093 -0.006 -0.051
Si 0.914 -2.864 25.881 0.102 0.082 0.015
Si -8.549 -3.579 -2.537 -0.522 -0.014 0.592
Si -3.396 -4.072 -2.495 0.075 0.112 0.095
Si 0.713 -4.284 -2.487 -0.038 0.015 0.067
Si -1.267 -1.872 -2.244 -0.078 0.416 0.541
Si 5.142 0.721 23.075 -0.092 0.013 -0.158
Si -3.984 -7.522 -5.935 0.049 0.081 0.038
Si -0.108 -0.831 -5.012 -0.048 0.012 0.077
Si -9.574 7.79 -6.767 -0.073 -0.014 0.005
Si -5.401 -0.305 24.114 0.088 0.02 0.022
Si -8.287 7.033 22.839 -0.095 0.024 -0.097
Si 3.488 3.825 -2.063 0.208 -0.152 0.62
Si -9.004 -2.513 -5.433 0.061 0.02 0.151
Si -3.666 5.642 -2.766 -0.213 -0.01 0.069
Si -2.066 8.146 -3.5 0.113 0.464 0.244
Si 4.274 -7.55 -2.59 0.001 -0.001 0.04
Si -9.25 1.115 -1.797 -0.401 0.158 0.627
Si 2.163 -5.299 22.325 -0.002 0.3 -0.549
Si -5.083 1.184 -2.47 -0.013 -0.027 0.133
Si 1.859 -7.061 -6.748 -0.025 -0.01 -0.106
Si -7.056 3.365 -1.727 -0.087 0.269 0.708
Si -0.364 3.6 25.117 0.054 0.036 0.002
Si -6.952 -7.39 -5.552 -0.051 0.096 0
Si -0.312 6.506 26.404 -0.005 -0.063 0.105
Si -1.391 -6.439 -2.046 -0.083 -0.666 0.139
Si -0.072 6.122 -4.462 -0.05 0.064 0.136
Si 5.194 2.553 20.677 -0.209 -0.23 -0.606
Si -7.944 5.354 -3.931 -0.071 -0.066 0.151
Si -3.547 -6.346 25.977 0.028 0.051 0.032
Si 2.211 -2.552 -4.228 -0.037 0.069 -0.053
Si -10.092 2.704 25.24 0.026 0.215 -0.041
Si -9.446 7.33 -1.986 0.226 -0.404 0.583
Si -4.727 4.194 24.761 -0.026 0.134 -0.063
Si -1.613 -2.85 -6.888 0.084 -0.053 0.069
Si -1.311 3.974 -2.502 0.012 -0.191 0.062
Si -1.854 8.065 24.448 -0.084 -0.071 -0.053
Si -6.63 1.642 22.099 0.382 0.173 -0.394
Si 2.758 -0.248 -2.421 0.136 0.012 0.093
Si 4.521 -3.445 -6.09 0.065 -0.033 0.008
Si -3.168 -4.829 -5.371 0.081 0.036 0.017
Si -5.463 1.895 -5.408 -0.019 0.039 -0.084
Si -5.469 5.111 -5.334 0.125 -0.116 0.034
Si -10.673 2.085 -6.786 -0.325 -0.146 -0.4
Si 4.641 -6.534 -5.425 -0.066 0.053 -0.046
Si -2.815 1.945 25.128 0.068 0.002 -0.09
Si 0.871 2.052 -1.914 -0.1 0.142 0.544
Si 4.423 -7.469 25.918 -0.075 0.015 0.073
Si 4.803 1.63 -3.776 0.004 0.083 0.122
Si -1.378 1.352 8.167 -0.01 -0.022 0.004
Si 1.341 4.081 8.178 -0.016 -0.037 0.006
Si -1.361 6.812 8.156 0.002 0.03 0
Si 1.366 -6.775 8.15 0.022 0.024 0.01
Si -1.363 -4.083 8.15 0.008 0.004 -0.012
Si 1.367 -1.358 8.175 0.013 0.022 0.002
Si 4.085 1.367 8.164 0.018 0.014 0.003
Si -9.504 4.092 8.167 0.023 0.023 0.013
Si 4.07 6.826 8.17 -0.01 -0.013 -0.007
Si -9.512 -6.791 8.159 0.006 0.013 -0.007
Si 4.071 -4.091 8.149 -0.018 -0.034 0.007
Si 6.799 -1.369 8.153 -0.011 -0.021 -0.005
Si -6.806 1.345 8.164 -0.02 -0.006 0.002
Si -4.079 4.09 8.168 0.001 0.017 -0.003
Si -6.808 6.795 8.161 -0.014 -0.023 0.01
Si -4.082 -6.807 8.152 -0.015 -0.021 -0.001
Si -6.788 -4.081 8.151 0.013 0.023 0.003
Si -4.07 -1.377 8.146 0 0.001 0.005
Si -2.725 -0.013 9.52 -0.003 0.007 0.009
Si -0.01 2.713 9.529 -0.005 0.019 0.001
Si -2.715 5.45 9.524 0.008 -0.005 0.001
Si -0.001 -8.144 9.508 0.011 -0.023 0.001
Si -2.718 -5.448 9.513 0.003 -0.007 0
Si -0.013 -2.714 9.514 -0.005 -0.003 0.003
Si 2.731 0.007 9.527 0.01 -0.006 0
Si -10.878 2.732 9.518 -0.011 0 0
Si 2.713 5.45 9.52 -0.005 0.011 0.004
Si -10.874 -8.15 9.525 0.001 0.012 0.002
Si 2.715 -5.43 9.525 -0.001 0.012 0.005
Si 5.43 -2.722 9.51 0.001 0.005 0.004
Si -8.167 -0.008 9.523 -0.001 0.003 0.008
Si -5.441 2.717 9.514 0.009 -0.012 0.007
Si -8.15 5.437 9.534 0.009 -0.006 0.006
Si -5.436 -8.168 9.514 -0.01 0.016 -0.003
Si -8.154 -5.435 9.517 -0.004 -0.01 0.006
Si -5.432 -2.727 9.514 -0.017 -0.007 -0.006
Si -1.361 -1.36 10.888 0.006 0.009 0.007
Si 1.37 1.366 10.886 0.007 -0.014 -0.006
Si -1.357 4.085 10.884 0.004 -0.015 0.008
Si 1.342 -9.518 10.871 0 0.018 -0.001
Si -1.36 -6.795 10.885 0 0.005 0.001
Si 1.349 -4.063 10.874 0.001 -0.008 -0.005
Si 4.081 -1.356 10.886 -0.001 -0.007 -0.007
Si -9.527 1.36 10.879 -0.001 0.003 0.001
Si -12.238 4.093 10.878 -0.007 0 0.001
Si -9.516 -9.522 10.884 -0.003 -0.015 -0.001
Si -12.249 -6.799 10.876 -0.012 -0.001 -0.002
Si 6.796 -4.075 10.869 0 -0.002 -0.006
Si -6.79 -1.363 10.871 0.011 -0.006 -0.001
Si -4.076 1.361 10.87 -0.01 -0.003 0.006
Si -6.795 4.071 10.888 -0.014 0.021 -0.008
Si -4.073 6.804 10.89 -0.003 -0.002 0.003
Si -6.798 -6.812 10.868 0.011 -0.008 -0.008
Si -4.081 -4.094 10.878 -0.005 0.021 -0.002
Si 0.018 -0.003 12.241 -0.008 0.006 -0.002
Si 2.719 2.745 12.246 0.009 -0.002 -0.002
Si 0 5.442 12.254 0.001 -0.017 -0.008
Si 2.7 -8.165 12.223 -0.028 -0.023 -0.003
Si 0 -5.422 12.237 0.042 0.039 -0.006
Si 2.696 -2.696 12.24 -0.012 -0.006 -0.014
Si 5.435 0.008 12.251 -0.025 -0.018 -0.003
Si -8.163 2.71 12.243 0.003 -0.006 0.001
Si -10.871 5.437 12.246 0.006 0.02 0.006
Si -8.145 -8.172 12.239 0.017 0.023 -0.013
Si -10.898 -5.429 12.222 0 -0.003 0.004
Si 8.167 -2.721 12.224 0.004 0.014 -0.002
Si -5.43 0.003 12.228 0.012 0.012 -0.008
Si -2.708 2.714 12.232 -0.002 0 -0.013
Si -5.431 5.431 12.24 -0.002 -0.012 -0.004
Si -2.708 8.161 12.259 0.003 0.02 0.006
Si -5.44 -5.468 12.234 -0.041 -0.034 -0.019
Si -2.733 -2.722 12.237 -0.003 -0.021 0.002
O -9.087 7.323 21.439 0.417 0.081 -0.126
O -8.123 5.432 19.491 -0.205 -0.045 0.061
O -4.413 6.89 22.065 -0.074 -0.016 -0.295
O -3.7 -6.096 20.102 -0.409 0.132 0.318
O -4.722 -2.14 20.356 0.295 -0.156 0.226
O -9.346 1.148 -6.808 -0.233 0.14 -0.144
O 3.037 -4.12 23.065 -0.119 0.676 0.152
O 1.176 1.53 22.24 -0.265 -0.187 -0.224
O 0.626 -5.528 22.815 -0.25 0.335 0.335
O 0.355 -8.101 21.922 -0.104 -0.151 0.39
O -1.229 -6.295 21.07 0.562 -0.29 -0.359
O -3.076 -4.815 22.198 0 0.394 0.29
O 0.185 -2.801 21.784 -0.059 -0.261 0.178
O 4.191 3.523 21.504 -0.096 0.056 0.156
O 0.225 -2.667 24.438 -0.168 -0.37 -0.01
O -0.575 7.678 25.338 0.515 0.124 -0.382
O -2.953 -3.451 -6.182 -0.598 0.286 0.179
O -9.057 7.657 24.118 0.038 0.449 -0.137
O -2.936 4.179 -2.564 -0.317 -0.692 0.22
O -10.676 1.318 21.653 0.414 -0.455 -0.305
O -4.686 -6.932 22.851 0.351 -0.221 0.505
O -5.333 5.435 -6.933 0.5 0.202 -0.109
O -7.986 -3.473 -6.231 0.502 0.199 -0.061
O -0.407 3.422 23.519 -0.556 -0.035 -0.035
O 4.022 -5.898 25.915 0.1 0.228 -0.494
O 1.235 6.655 -1.391 -0.144 0.043 -0.33
O -3.154 8.036 -7.084 -0.013 -0.812 -0.028
O 4.1 5.299 23.433 -0.192 0.246 -0.119
O 1.466 6.178 -4.005 0.34 0.031 -0.406
O -0.208 -3.069 -1.938 0.122 -0.034 0.41
O 3.155 5.541 25.881 -0.311 -0.119 -0.155
O 4.115 -6.595 -1.318 0.286 0.143 -0.255
O -3.701 -5.335 24.721 0.175 0.568 0.21
O -7.155 -7.316 -3.957 0.39 -0.017 -0.072
O 5.182 -5.601 22.997 0.611 0.001 -0.044
O -10.752 -0.833 23.252 0.287 -0.053 -0.442
O -7.944 -3.491 23.286 -0.557 -0.176 0.048
O 5.311 7.564 -2.298 -0.15 -0.48 0.264
O -0.914 4.498 -1.03 0.225 0.23 -0.092
O -7.996 -5.09 -2.747 -0.062 -0.149 -0.114
O 3.512 -0.363 -0.987 0.075 0.454 0.056
O -3.272 -7.789 -4.509 -0.341 0.098 0.012
O -7.597 -5.382 21.598 -0.234 -0.342 0.612
O -1.669 -5.485 -5.195 0.143 -0.212 0.453
O -10.181 1.018 -3.116 0.335 -0.558 -0.332
O 3.619 -2.967 -4.848 0.139 -0.086 0.435
O -8.917 -1.745 24.939 -0.152 0.476 0.419
O 5.003 -1.285 25.832 -0.217 0.481 -0.095
O -8.062 8.037 -6.287 0.236 -0.253 -0.257
O -8.79 6.515 -3.223 -0.174 -0.155 -0.078
O 3.21 -7.088 -5.896 -0.088 -0.334 0.304
O -0.064 -5.687 -2.636 0.387 -0.091 -0.465
O -5.669 2.534 -1.781 0.083 0.359 -0.009
O -8.183 2.28 -2.125 -0.005 0.123 -0.399
O 4.915 3.638 25.367 -0.373 -0.304 0.23
O -4.449 4.94 26.164 0.277 0.244 -0.029
O 2 3.178 -2.281 -0.337 0.366 -0.033
O -0.751 4.902 -3.68 -0.349 -0.282 -0.381
O -4.42 1.459 -6.557 -0.126 -0.14 0.065
O -4.627 -3.832 -1.491 -0.551 -0.181 -0.395
O 1.339 -3.879 -3.918 -0.137 -0.383 -0.451
O -5.508 -8.022 -5.895 0.053 -0.587 0.016
O 1.356 0.569 -2.383 -0.57 -0.409 0.172
O -6.912 1.196 -5.645 -0.161 0.045 0.053
O -3.086 -7.799 25.395 -0.416 -0.574 0.399
O -7.059 -5.879 -6.073 0.294 0.152 0.58
O 1.357 7.739 -6.935 0.264 -0.114 0.211
O -0.737 -0.98 -3.511 -0.261 0.505 0.224
O -3.747 0.895 -1.608 0.215 -0.019 -0.368
O 0.094 0.71 -5.499 -0.021 0.446 0.602
O 2.49 -1.773 -2.84 -0.212 -0.485 0.477
O -7.661 0.455 21.617 -0.475 -0.073 0.341
O -6.809 7.697 22.883 0.056 -0.025 0.328
O -1.314 -1.033 22.983 -0.057 -0.061 -0.339
O -4.014 -5.918 -6.202 -0.334 0.211 -0.544
O -8.426 -0.994 -5.535 -0.047 0.033 0.265
O 1.921 3.983 22.734 -0.033 0.233 0.571
O 4.708 -6.596 -3.814 0.206 0.396 0.16
O 4.35 -7.883 24.346 -0.241 -0.582 0.102
O 0.757 -6.164 -5.984 0.188 0.317 0.81
O 5.344 -2.388 -0.593 -0.009 0.04 -0.257
O -5.87 1.065 23.407 0.02 0.187 0.411
O -5.394 -0.105 25.719 -0.478 0.063 0.106
O -7.519 2.928 22.526 -0.3 0.047 -0.449
O 1.637 -1.492 26.384 -0.103 0.127 -0.359
O 2.84 -6.728 22.654 -0.429 -0.337 0.18
O -7.303 -2.525 -2.428 0.589 -0.238 -0.448
O 5.139 -3.218 21.67 0.185 -0.122 0.029
O -7.121 4.482 -2.875 0.214 0.124 0.066
O -6.498 -1.429 23.786 -0.033 -0.268 -0.102
O -8.908 4.46 -4.869 -0.386 -0.532 0.262
O -2.506 -5.253 -1.83 -0.069 -0.154 0.732
O -8.823 3.571 24.741 0.083 0.33 0.376
O 1.345 -1.545 -5.145 0.289 0.088 -0.401
O -10.425 1.542 24.202 0.057 -0.275 0.098
O -0.223 5.809 -6.022 -0.54 -0.418 -0.306
O -10.346 -7.773 26.301 0.218 0.28 0.275
O -10.447 -2.571 -6.157 -0.056 0.485 -0.229
O 4.935 1.821 -5.356 -0.366 -0.069 -0.15
O -2.577 6.838 -2.679 0.155 0.126 0.607
O -4.78 1.415 -4.025 0.431 -0.274 -0.155
O -6.066 -0.099 -2.416 -0.031 -0.07 -0.476
O 2.891 8.008 -2.896 -0.235 0.239 -0.478
O -3.882 -4.563 -3.954 -0.379 -0.393 -0.262
O -0.569 2.506 -2.602 -0.359 -0.362 -0.465
O -5.668 3.498 -5.294 -0.286 -0.133 0.095
O -10.537 -7.523 -5.97 -0.072 0.158 0.329
O -2.623 -2.659 -2.694 -0.287 0.165 -0.312
O -8.532 -0.332 -1.599 -0.436 -0.268 0.074
O -3.037 0.841 26.282 0.576 -0.53 0.031
O 5.322 -3.277 24.229 0.087 -0.349 0.407
O -0.524 -4.049 -7.021 0.615 0.193 -0.087
O -3.953 -0.748 23.511 -0.181 -0.675 0.199
O 1.893 -4.448 -1.414 0.268 -0.281 -0.325
O -6.392 -6.813 -1.51 0.461 -0.124 -0.287
O 4.872 -5.02 -5.946 0.069 -0.138 -0.2
O -4.333 5.565 -4.258 0.031 -0.101 -0.166
O -9.842 3.473 20.263 0.22 -0.015 0.345
O -0.242 5.111 25.613 -0.087 -0.05 -0.207
O -4.626 6.083 -1.507 -0.477 -0.165 -0.106
O -7.874 4.735 -7.328 -0.02 -0.265 -0.163
O -9.926 6.233 -6.521 -0.282 -0.042 0.044
O -1.777 1.739 -6.925 -0.094 0.26 0.436
O -4.242 2.666 24.907 -0.332 -0.321 0.098
O -8.169 5.429 23.003 -0.251 -0.195 -0.227
O 3.527 0.808 23.223 -0.277 0.47 0.693
O -1.416 -6.975 23.576 -0.292 0.396 0.299
O 3.645 0.542 -3.504 -0.151 0.01 -0.332
O 1.996 -4.076 25.84 -0.036 -0.172 -0.465
O 3.675 -3.118 -7.408 -0.283 -0.151 -0.012
O -3.865 4.813 23.543 -0.069 -0.403 -0.093
O -10.608 6.071 25.464 0.052 -0.276 0.264
O -6.304 4.261 24.451 0.009 0.236 0.494
O -0.733 7.592 -4.249 0.463 0.69 -0.21
O -2.317 1.263 23.742 0.057 0.287 -0.305
O -5.535 -4.461 23.033 0.014 0.26 0.559
O -1.76 3.023 25.664 -0.161 0.096 0.638
O -9.264 -3.074 -3.92 -0.443 0.03 -0.108
O 1.404 -0.86 23.074 0.245 0.16 0.124
O 0.586 2.882 -7.137 -0.118 0.216 0.302
O -8.846 -7.474 -1.965 -0.406 0.492 0.083
O 0.883 2.728 25.657 0.469 -0.155 -0.309
O 3.362 5.407 -2.39 0.279 0.265 0.073
O -2.212 6.818 23.489 0.441 -0.016 0.09
O -1.1 -1.591 -6.034 -0.232 0.09 -0.096
O -10.219 3.636 -6.944 -0.177 0.241 -0.337
O 4.473 3.072 -3.112 -0.027 0.262 -0.307
O 4.958 -7.912 21.79 -0.525 -0.091 0.229
O -6.786 5.945 -4.878 0.013 0.653 -0.327
O -6.826 -3.187 25.675 0.446 -0.051 -0.134

Results
total energy: -104281.766 eV
total energy less fixed offsets of O -438.25, Si -107.07 eV per atom: 0.934 eV
